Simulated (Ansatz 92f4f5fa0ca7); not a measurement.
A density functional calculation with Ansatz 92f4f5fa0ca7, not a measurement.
Periodic cell of 186 atoms, Si104O82, from a study of silicon, its oxide and their interface. The atomic structure is a simulated model.

Settings: functional r2SCAN; potential files Ansatz norm-conserving; basis plane waves; wave-function cutoff 1300 eV; density cutoff ratio 4; exchange-correlation grid ratio 1; k mesh 2 x 2 x 1, shifted by 0.5 0.5 0.5 of a step; self-consistency stop 5e-08 eV per atom in the density residual; occupations Fermi-Dirac, 0.05 eV; spin none; net charge 0.

Cell vectors (angstrom)
a, 11.4643, -0.067, -0.1507
b, -0.146, 11.4295, -0.0721
c, 2.1357, -4.9015, 25.0415

Atoms and the computed forces on them: element, x, y, z (angstrom), force x, y, z (eV/angstrom)
Si, 3.0555, 1.711, 0.9769, -0.1167, 1.1206, -1.7561
Si, 2.9034, 4.8553, 1.2537, 0.5567, -0.1253, -1.2333
Si, 2.8937, 7.8601, 0.5291, -0.1847, -0.3172, 0.1915
Si, 6.5681, 1.828, 0.6059, 0.6288, 0.7873, 0.014
Si, 6.6892, 4.8073, 1.1835, 0.0187, 1.7407, 0.368
Si, 6.6963, 7.8283, 0.6183, -0.4505, 0.0545, -0.4136
Si, 10.7378, 0.4188, 0.458, 0.5269, 0.5476, -0.3368
Si, 10.489, 4.714, 0.8848, -0.5577, -0.6068, 0.023
Si, 10.7068, 8.6569, 0.5082, -0.4916, -0.2829, 0.196
Si, 4.9211, 1.1595, 2.1942, 0.1546, -0.201, -0.3244
Si, 4.7992, 4.8331, 2.5193, 0.0792, -0.8132, -0.5189
Si, 4.7718, 8.4231, 1.9227, 0.1494, 0.0691, -0.9133
Si, 8.6699, 0.9378, 1.6697, -0.2698, 0.0165, -0.0741
Si, 8.652, 4.5779, 2.3502, 0.4899, 0.2548, -0.0631
Si, 8.6357, 8.3183, 1.8147, 0.6729, 0.5161, -0.1176
Si, 12.5677, 0.9613, 1.8789, -0.3987, -0.1268, 0.0477
Si, 12.3898, 4.7908, 2.2252, -0.2678, -0.2954, -0.4197
Si, 12.5104, 8.3866, 1.8779, 0.7465, 0.1249, 0.2036
Si, 4.8303, 2.8498, 3.6937, -0.4542, 0.2468, 0.3999
Si, 4.7982, 6.7796, 3.5527, -0.8554, 0.8471, 1.0585
Si, 4.7478, 10.4372, 3.173, -0.2585, 0.0967, 0.492
Si, 8.7078, 2.5755, 3.478, -0.8644, 0.1648, -0.4062
Si, 8.6632, 6.6279, 3.4699, -0.726, -0.2609, -0.4569
Si, 8.5133, 10.3968, 3.0864, -0.2158, -0.1231, -0.2532
Si, 12.4003, 2.7682, 3.3759, 0.1974, -0.414, 0.2789
Si, 12.4355, 6.6495, 3.4544, -0.5147, 0.7344, 0.575
Si, 12.5261, 10.447, 3.1744, -0.5582, -0.226, -0.1154
Si, 2.8542, 2.7769, 4.9462, -0.0026, 0.0401, -0.0787
Si, 2.8549, 6.73, 4.9491, 0.4562, -0.0551, -0.2281
Si, 2.878, 10.4618, 4.7551, 0.3224, -0.0679, -0.4647
Si, 6.7602, 2.7949, 4.8693, 0.5371, -0.6298, 0.3403
Si, 6.6871, 6.6646, 4.8126, 0.793, -0.2024, 0.2566
Si, 6.6271, 10.4092, 4.5877, 0.471, -0.4022, -0.2692
Si, 10.5638, 2.6488, 4.8024, 0.4568, 0.9277, 0.0189
Si, 10.4777, 6.6133, 4.789, 1.1457, -0.3161, 0.2301
Si, 10.4591, 10.4589, 4.5083, 0.3309, -0.0751, -0.2672
Si, 2.9566, 0.8342, 6.2828, 0.2155, 0.3625, 0.2608
Si, 2.9203, 4.744, 6.2019, -0.6398, 0.0732, -0.4077
Si, 2.7731, 8.6579, 6.2429, 0.1762, -0.3426, 0.0989
Si, 6.7462, 0.7876, 6.1062, -0.3876, 0.6284, -0.1389
Si, 6.6764, 4.7163, 6.1781, -0.1409, 0.2385, -0.0373
Si, 6.746, 8.5663, 6.1058, -0.5011, 0.2471, 0.2841
Si, 10.5628, 0.8358, 6.1437, -0.16, -0.9597, 0.5638
Si, 10.6132, 4.6315, 6.0959, -0.5631, 0.1827, 0.2884
Si, 10.5096, 8.5708, 5.9524, 0.0226, 0.2497, 0.5548
Si, 4.9566, 0.8223, 7.618, 0.1061, -0.1989, 0.2534
Si, 4.7121, 4.6805, 7.5773, 0.5587, -0.305, 0.3957
Si, 4.7492, 8.5129, 7.4613, 0.2926, 0.6301, -0.6084
Si, 8.5449, 0.8046, 7.515, 0.2498, 0.3451, -0.3038
Si, 8.608, 4.6689, 7.424, 0.5479, -0.6198, -0.6181
Si, 8.6963, 8.5915, 7.4296, 0.3984, -0.7849, -0.2222
Si, 12.5001, 0.7397, 7.4817, -0.1038, -0.3173, -0.6443
Si, 12.5604, 4.712, 7.4796, 0.1465, -0.572, 0.1499
Si, 12.3117, 8.4734, 7.4894, -0.4094, 0.8943, -0.1152
Si, 4.8852, 2.7424, 9.0119, -0.789, -0.059, -0.1098
Si, 4.6323, 6.6847, 8.8002, 0.0435, -0.5648, 0.5643
Si, 4.7713, 10.2892, 8.9619, 0.367, 0.1957, -0.0761
Si, 8.5278, 2.7744, 8.8255, -1.2966, 0.6037, -0.1398
Si, 8.6927, 6.528, 8.7055, -0.2652, 0.7212, 0.0564
Si, 8.5272, 10.3943, 8.8263, -0.1574, -0.0052, -0.0799
Si, 12.592, 2.6298, 8.7253, 0.198, 1.0951, 0.7182
Si, 12.4197, 6.6143, 8.8844, -0.3874, -0.7, 0.1992
Si, 12.2221, 10.4061, 8.9237, -0.0913, -0.5356, 0.2567
Si, 2.9791, 2.1113, 10.4182, 0.0818, -0.4901, -1.7352
Si, 2.8342, 7.0693, 10.3765, 0.5071, 0.9385, -0.416
Si, 2.797, 10.3231, 10.1987, 0.0216, -0.4438, -0.3341
Si, 6.6379, 3.511, 10.3518, 0.7485, -1.1782, 0.7606
Si, 6.6817, 6.6087, 9.8817, 0.0493, -1.2633, 0.2592
Si, 6.738, 9.6527, 10.1839, -0.4169, 0.1272, 0.728
Si, 10.5349, 2.8428, 9.7958, 0.9023, -0.6718, 0.8963
Si, 10.4694, 5.9509, 10.1068, 0.145, -0.4599, 0.3668
Si, 10.2588, 11.1701, 10.1622, 0.0803, 0.1397, 1.3957
Si, 10.7706, -0.975, 17.0416, -0.6136, 0.8866, -1.3291
Si, 6.3404, 7.5419, 18.6431, 1.1708, -2.2413, 0.5945
Si, 0.5311, 4.9537, 14.2818, 1.5696, 0.2827, -1.3812
Si, 7.6879, 2.7952, 15.8636, 0.6479, -0.5444, 0.2233
Si, 8.2873, 10.9419, 12.4012, -0.5448, -0.7977, -0.3204
Si, 3.2499, 4.9942, 15.2953, 0.2348, -0.778, 1.6205
Si, 9.9315, 1.9832, 17.5395, 1.2086, -1.0382, -0.5705
Si, 8.304, 8.6959, 17.0365, 0.5945, 0.0345, 0.8055
Si, 7.3166, 1.7276, 18.6115, -0.6676, 1.4949, -0.2312
Si, -1.1517, 7.0178, 13.2073, 0.6976, 1.1137, 0.3681
Si, 12.2778, 7.7726, 22.5574, -0.834, -1.838, 1.2628
Si, 4.7354, 2.3954, 20.0709, 0.157, 1.003, -0.7815
Si, 11.8317, 6.7824, 19.8556, -0.1702, -0.6183, 0.3497
Si, 9.4143, 9.3334, 14.527, 0.6402, 0.2208, 0.5643
Si, 3.6929, 7.0413, 17.2343, -0.6681, -0.4375, -1.0649
Si, 2.8174, 4.5069, 12.4482, -1.4101, 1.1213, -0.9301
Si, 13.4558, -1.1943, 23.2551, 2.4326, 1.8098, 0.9383
Si, 10.8527, 3.1898, 21.5718, 2.5452, 1.3497, -0.7745
Si, 4.5468, 9.3994, 21.9532, -1.2806, 0.4549, -0.2443
Si, 6.2476, 10.274, 18.1722, 1.2698, -0.5001, 0.4005
Si, 7.5807, 2.3988, 13.0695, -0.4573, 1.0501, -2.1917
Si, 9.151, 4.5957, 14.243, -2.0891, 0.305, 0.4601
Si, 10.1914, 6.0126, 21.9976, 2.8041, 2.3326, -1.4722
Si, 3.3433, 4.2361, 18.0364, 0.3601, 0.0557, 0.1026
Si, 5.3378, 6.644, 21.3098, 1.2011, -2.3172, -0.6082
Si, 11.9511, 3.7871, 18.7461, 0.9013, 0.3946, 0.4992
Si, 6.5267, 7.9921, 23.4184, -1.0247, 1.202, -0.2956
Si, 1.0762, 1.6812, 23.7725, -0.1871, 1.0109, -0.6243
Si, 8.3416, 3.9889, 22.6216, 1.2541, -0.2912, 1.121
Si, 15.3595, -0.493, 19.3611, 0.5843, 0.1054, -1.8257
Si, 5.2166, 3.8507, 22.5547, 0.136, 1.7044, -1.2953
Si, 13.0891, 9.1014, 18.1314, -0.3006, -1.3098, -2.5884
O, 6.6329, 6.9197, 22.2507, -0.607, -0.1204, -0.3541
O, 4.8799, 3.7297, 24.1057, 0.06, -0.46, 1.0367
O, 2.7284, 8.3097, 17.3701, -1.0661, 0.9358, 0.9526
O, 5.9722, 9.4166, 22.6412, 1.7031, -1.2221, 1.6169
O, 11.5872, 3.0301, 20.1227, -0.4648, -0.3738, 0.7186
O, 10.7789, 7.2007, 22.9745, 0.0132, -0.1122, -0.6824
O, 3.0048, 6.1997, 0.2303, -0.4295, 0.3945, 0.4997
O, 15.2407, 1.0996, 19.519, -0.3693, -0.1897, -0.1146
O, 4.3937, 3.6347, 19.0576, 0.7835, -0.7414, 1.2845
O, 6.7143, 3.4933, 0.2987, -0.2284, -2.5321, -0.5813
O, 6.571, 8.5363, -0.8518, -0.0854, 0.315, -0.8197
O, 3.6943, 4.6205, 13.7993, 0.5102, -0.115, -0.2509
O, 10.7675, -1.1885, 0.2682, -0.2495, -0.1508, -0.0626
O, 4.3514, 7.8808, 21.3645, -1.0877, 1.0137, -0.0883
O, 10.9676, 3.524, -0.1942, -0.4084, 0.6258, -0.1014
O, 12.4552, -2.0723, 22.4033, -0.8883, 0.2613, -0.8523
O, 11.9753, 5.3772, 19.0305, 0.0357, 1.0258, 0.1577
O, 9.5498, 9.5082, 17.7104, -0.3849, -0.1075, 0.3008
O, 6.9124, 2.2698, 14.5225, 0.0443, -0.3645, 0.6592
O, 8.6391, 3.6317, 13.067, -0.1591, -0.4187, -0.0418
O, 9.6634, 10.5696, 11.6193, 0.3962, 0.1348, -0.5724
O, 6.8287, 3.7522, 22.3149, -1.3311, -0.0057, 0.0372
O, 0.2324, 6.4931, 13.8718, -0.4009, -0.3309, 0.1383
O, 1.6336, 4.924, 15.4383, -0.0745, -0.3329, 0.2023
O, 6.6842, 5.099, 10.7405, -0.091, 1.5143, -0.7387
O, 10.3606, 10.3819, 15.3368, -0.2723, -0.1803, 0.7266
O, 1.972, 3.5155, 18.3541, -1.3439, -0.5143, 0.2796
O, 6.7238, 8.0416, 10.6954, 0.2041, 0.8426, -0.1648
O, 6.5438, 2.7471, 11.8294, 0.2869, -0.047, 0.1288
O, 9.0733, 6.1354, 13.6845, 0.03, -1.165, 0.6043
O, 5.2084, 7.4338, 17.5137, 0.4366, 0.1049, 0
O, -0.8038, 4.2108, 14.7208, -0.1232, 0.0948, 0.3046
O, -1.1142, 6.8975, 11.6221, 0.0443, -0.1236, -0.4658
O, 6.8322, 2.5092, 17.1955, -0.1197, -0.61, 1.0304
O, 6.9372, 10.4975, 11.5739, 0.5018, -0.0115, 0.0975
O, 3.66, 6.498, 15.6667, 0.2874, 0.5441, 0.9717
O, 2.8724, 8.6993, 10.8726, -0.2307, 0.2843, -0.1664
O, 8.798, 8.2779, 15.6008, 0.2625, -0.3155, -1.4249
O, 3.153, 3.1868, 11.5941, 0.2038, 0.6045, 1.0866
O, 8.3566, 1.0885, 12.6303, 0.267, -0.0327, 0.4165
O, 3.0352, 3.3785, 0.5048, -0.1714, -1.2214, 0.6369
O, 3.2057, 5.8411, 18.2315, 0.2466, 0.6528, -0.2315
O, 11.4601, 2.0787, 22.534, -0.198, -0.4839, 0.3822
O, 8.076, 4.3289, 15.5085, 1.2295, 0.7817, -0.6761
O, 10.3055, 6.6942, 20.456, 0.1036, -0.267, 0.8464
O, 11.2144, 4.7488, 22.0509, -0.2506, -1.2204, 0.0348
O, 4.6523, 5.2678, 21.8692, 0.6825, -0.3706, 0.4192
O, 7.3008, 0.1476, 18.5942, -0.4486, -1.6074, -0.168
O, 8.2487, 10.1723, 13.8252, -0.224, 0.3643, -0.661
O, 5.9825, 1.4631, -0.874, 0.2339, -0.19, 0.2107
O, 8.8852, 2.106, 18.739, -0.8742, 0.2023, 0.9801
O, 6.3164, 2.1243, 19.8312, 0.4971, -0.0063, -0.5768
O, 10.7102, 0.5448, 17.5762, -0.3849, 0.7773, 0.1086
O, 9.2846, 3.1103, 21.6034, -2.093, -0.1466, 0.2865
O, 10.9214, 3.2401, 17.6589, -0.0735, 0.1771, -0.4698
O, 14.9752, -1.7356, 22.9419, -0.5677, 0.3108, -0.4024
O, 12.7567, 6.9702, 21.2494, -0.12, 0.0145, -1.519
O, 8.7795, 5.5375, 22.3779, -2.2116, -1.0246, 0.6506
O, 7.8566, 7.4417, 17.927, -1.5071, -0.7665, 0.8552
O, 7.0312, 9.667, 16.8572, -1.3599, 0.7638, 0.575
O, 10.6063, 1.3527, 10.6372, -0.2252, 0.0981, -0.6438
O, 10.4694, 4.3237, 10.5877, 0.3184, 0.6357, -0.4877
O, 13.9867, -1.2955, 19.1154, 0.8484, 1.1482, 1.164
O, 12.1569, 8.0632, 18.9131, -0.3064, -0.9407, 0.785
O, 13.4242, 0.4623, 22.9642, 0.4865, -2.1173, -0.3412
O, 4.8675, -0.6863, 18.1488, -0.9641, -0.0211, 1.0386
O, 3.35, 1.0019, -0.5057, 0.374, 0.3826, 0.015
O, 2.9351, 5.9208, 11.5216, 0.12, -1.4621, 1.3909
O, 5.9889, 6.4184, 19.8108, -0.0154, 1.0089, -0.5151
O, 12.1003, 9.9551, 17.1682, 1.8338, -1.0006, 0.6688
O, 2.9374, 0.5007, 10.8873, 0.2511, 0.1527, 0.3067
O, 13.1334, 7.4196, 23.891, -0.1142, 0.3958, 0.1784
O, 3.8216, 3.9886, 16.5147, -0.2675, 0.7375, -1.8263
O, 1.2594, 4.3271, 12.9309, 0.0271, 0.1242, 0.4592
O, 9.8593, 5.9445, -0.025, -0.2973, -0.8186, 0.5224
O, 4.5533, 2.7109, 21.6455, -0.3723, -0.4432, -0.2854
O, 6.6517, 6.2142, 0.2841, 0.0609, -0.5683, 0.4559
O, 11.1067, 7.8719, -0.9092, 0.1619, 0.8154, 0.3946
O, 4.618, -0.9447, 20.8136, 0.3673, -0.7514, 1.2227
O, 9.156, 2.0486, 16.1328, -1.3434, 0.2494, -0.7558
O, 10.2505, 8.5103, 13.4401, -0.2081, -0.2325, -0.0986
O, 6.3312, 8.9963, 19.2898, -0.1697, 2.5666, -0.5377

Results
free energy: -50296.190 eV
free energy less fixed offsets of O -463.61, Si -117.95 eV per atom: -13.370 eV
pressure: 0.28 GPa
stress xx, yy, zz, yz, xz, xy (GPa, positive in tension): -1.96, 1.04, 0.08, -1.87, -1.71, -0.86

The program warned: the forces do not sum to zero within the program's tolerance.
